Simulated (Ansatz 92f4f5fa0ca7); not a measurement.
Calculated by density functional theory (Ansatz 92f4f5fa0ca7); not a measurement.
Periodic cell of 178 atoms, Si99O79, from a study of silicon, its oxide and their interface. The atomic structure is a simulated model.

Settings
functional: r2SCAN
potential files: Ansatz norm-conserving
basis: plane waves
wave-function cutoff: 1300 eV
density cutoff ratio: 4
exchange-correlation grid ratio: 1
k mesh: 2 x 2 x 1, shifted by 0.5 0.5 0.5 of a step
self-consistency stop: 5e-08 eV per atom in the density residual
occupations: Fermi-Dirac, 0.05 eV
spin: none
net charge: 0

Cell vectors (angstrom)
a  11.5403  0  0
b  0  11.5403  0
c  0.8271  0.5675  23.1262

Atoms: element, x, y, z (angstrom)
Si  5.3344  -0.1481  -2.5644
Si  7.2935  2.1213  -1.8027
Si  6.7586  8.7798  -3.0142
Si  9.2739  -2.6263  -1.1026
Si  12.2256  2.9521  1.7179
Si  6.4954  6.7477  -0.9148
Si  12.3202  -0.1472  -0.3343
Si  12.7417  6.4911  -0.8221
Si  3.2073  5.4555  -0.3351
Si  9.0604  -1.3042  0.9357
Si  8.8055  1.1155  0.7019
Si  8.7644  6.7046  -0.4913
Si  11.3416  10.5523  1.6832
Si  10.2148  2.7246  -2.2485
Si  11.2929  6.5643  2.0312
Si  3.8611  -0.7838  0.1176
Si  3.1126  3.6416  1.3999
Si  4.13  7.5374  0.6311
Si  8.2329  1.9644  2.8226
Si  8.1713  4.4556  3.108
Si  8.1738  8.5097  2.6125
Si  11.8096  1.0053  2.9927
Si  11.7268  4.6796  3.2789
Si  11.8143  8.6142  2.9833
Si  4.0778  1.4426  2.3993
Si  3.8792  5.0776  3.243
Si  4.0571  7.4988  2.9477
Si  6.0958  1.2996  3.7154
Si  6.0703  4.7477  4.1433
Si  6.0935  8.5165  3.8035
Si  9.9044  1.2343  4.3922
Si  9.9319  4.7362  4.7466
Si  9.8342  8.6725  4.2874
Si  13.8732  1.0093  4.0977
Si  13.581  4.8159  4.7017
Si  13.8288  8.4677  4.1545
Si  6.0579  -0.8236  4.8725
Si  6.0971  2.8707  5.5234
Si  6.163  6.7203  5.376
Si  9.8852  -0.871  5.5261
Si  9.9295  2.8322  6.1367
Si  9.9412  6.8847  5.8941
Si  13.8405  -1.0194  5.3302
Si  13.7614  2.7178  5.8003
Si  13.609  6.8672  5.8667
Si  7.7535  -0.7791  6.5329
Si  7.8088  2.9499  7.2772
Si  7.8852  6.687  7.0289
Si  11.9353  -1.3217  6.7941
Si  11.947  2.3407  7.2963
Si  11.8306  7.7612  7.1797
Si  4.3171  -0.8591  6.4882
Si  4.2733  2.8433  6.993
Si  4.2215  6.6663  6.7932
Si  7.2439  0.8571  8.2386
Si  7.1414  4.9491  8.5124
Si  7.1723  8.7869  7.636
Si  11.9993  0.3058  8.5126
Si  11.5084  4.1379  9.7257
Si  12.0664  6.9917  9.4107
Si  4.5985  0.809  8.1621
Si  0.3916  8.3192  11.316
Si  4.8289  8.727  7.6394
Si  9.8285  2.8918  11.8134
Si  4.7918  4.8357  8.217
Si  4.5842  8.8268  9.9388
Si  12.4496  3.964  12.5424
Si  7.9964  5.3309  11.6937
Si  7.4363  9.4657  9.7956
Si  2.8422  -1.4998  10.8744
Si  3.4475  6.153  10.466
Si  2.7318  12.0711  9.6903
Si  2.8004  -0.7355  13.6783
Si  6.0088  13.5933  13.6506
Si  7.0302  4.9254  14.3954
Si  4.3294  12.1821  15.7145
Si  9.0044  8.0442  12.0212
Si  3.1567  13.5834  12.3761
Si  10.9764  6.4246  20.9281
Si  8.6396  1.0619  12.4919
Si  13.5977  6.4274  13.1266
Si  12.3761  -1.9682  21.2078
Si  8.9196  -0.1924  9.7543
Si  7.6897  8.6721  14.8378
Si  0.3382  -1.7511  15.1572
Si  11.3103  8.4965  18.7208
Si  9.7966  6.9249  24.9245
Si  14.5049  6.1466  16.0547
Si  7.1332  6.882  18.2283
Si  6.4957  5.5074  21.0008
Si  2.9695  3.0891  16.7333
Si  9.0834  6.2361  16.1698
Si  3.9826  12.8115  18.5144
Si  5.7702  7.0026  16.3044
Si  9.2172  11.0783  15.1051
Si  12.6204  1.8723  18.5786
Si  11.8321  7.238  16.8097
Si  0.2675  2.5086  23.0176
Si  10.8777  11.1696  17.4425
O  11.9161  -0.9497  -1.7082
O  4.9573  -0.4831  -1.035
O  7.5403  1.7275  -0.2376
O  5.7239  7.0714  0.5137
O  8.7553  2.0522  -2.53
O  13.9534  -0.1747  -0.3215
O  4.5692  11.8729  17.2993
O  4.2688  0.0365  1.4675
O  3.8255  9.1358  0.2924
O  11.073  5.6658  9.3891
O  12.2442  3.5327  8.4323
O  8.8222  -0.1228  11.399
O  4.0133  4.8317  9.7121
O  2.1585  6.7018  9.6235
O  1.2361  -1.9082  10.7953
O  10.4656  0.0648  9.2847
O  10.3003  3.1619  10.2461
O  12.5605  4.2764  10.954
O  5.9277  9.7085  10.4685
O  7.4821  5.236  10.1593
O  13.9578  0.9774  18.8792
O  3.1169  5.8634  12.0316
O  12.5183  -2.3892  19.6213
O  10.4285  9.8062  18.2182
O  4.0183  2.832  17.9849
O  4.9264  5.4416  21.4903
O  1.4482  2.8346  17.2973
O  7.625  8.3484  18.8139
O  6.4537  0.9966  -2.5834
O  9.8557  4.2953  -2.4887
O  6.8732  5.5481  12.8804
O  5.9339  7.9981  -1.8449
O  2.577  12.3093  13.1759
O  12.1198  10.755  16.4514
O  -1.0616  8.7222  11.9573
O  3.7035  -0.6951  15.0278
O  3.1975  4.5371  16.0885
O  12.0587  8.2373  15.5301
O  2.2688  14.7809  12.9758
O  8.1932  8.3381  10.6633
O  4.6454  7.2716  10.4787
O  14.362  6.6766  14.5253
O  2.9394  13.3425  10.7855
O  12.8865  7.7428  12.527
O  12.4085  5.3372  13.4016
O  7.8308  10.2445  15.2169
O  5.8817  -1.4374  -3.3811
O  5.6702  12.5732  14.8828
O  8.522  5.1723  15.0572
O  12.6022  6.4505  21.1237
O  11.1208  3.0749  12.8095
O  8.4023  6.0316  17.628
O  3.4535  -1.5345  12.4315
O  1.3615  -1.368  13.9941
O  8.6731  3.9524  12.1524
O  6.1793  8.2331  15.2697
O  8.0841  8.5196  13.2688
O  6.496  3.5398  -1.9076
O  13.2195  6.4236  16.9923
O  10.3701  10.0372  14.6326
O  11.381  0.8558  18.3533
O  8.1955  9.2426  -2.377
O  9.1353  12.2385  13.9953
O  6.6534  3.3575  14.3548
O  11.3549  2.256  -3.3143
O  10.541  7.3993  19.6788
O  9.6196  11.7064  16.5506
O  3.3113  1.9276  15.6345
O  4.0221  0.4426  -3.3036
O  4.1944  6.9924  16.6948
O  12.0254  6.2176  0.5966
O  6.5077  5.9513  19.4241
O  9.1631  6.4382  11.9669
O  8.7211  7.7541  15.6949
O  5.9857  5.6314  15.4149
O  7.0521  12.9371  12.6035
O  10.6851  6.1461  16.376
O  4.6971  13.9107  12.7574
O  13.4986  8.697  22.0429

Results
free energy: -48311.356 eV
free energy less fixed offsets of O -463.61, Si -117.95 eV per atom: -9.116 eV
pressure: -1.86 GPa
stress xx, yy, zz, yz, xz, xy (GPa, positive in tension): 2.34, 1.72, 1.53, 0.15, -0.04, 0.32

Forces (eV/angstrom), in the order of the atoms: element, x, y, z
Si  -0.1988  0.1977  -0.3867
Si  0.2565  -0.2027  -0.3326
Si  -0.3286  0.3035  -0.033
Si  -0.3317  0.061  -0.1798
Si  0.0211  0.2266  -0.3293
Si  -0.25  0  -0.0533
Si  -0.2673  -0.0819  0.3123
Si  -0.9883  0.0718  -0.6092
Si  0.5547  -0.3698  -0.8204
Si  0.0104  -0.1135  0.0584
Si  -0.5699  0.0229  -0.0713
Si  0.4699  0.023  -0.074
Si  0.2799  -0.0696  -0.2031
Si  0.1361  0.1729  -0.1292
Si  0.0358  -0.1361  -0.2764
Si  -0.1974  0.0544  -0.2402
Si  -0.4666  0.0037  0.515
Si  0.2993  0.3679  1.0206
Si  0.0597  0.183  0.329
Si  0.1268  -0.0869  0.0092
Si  0.1863  -0.0097  -0.1953
Si  -0.0027  0.1168  0.127
Si  0.2629  -0.1685  0.1738
Si  -0.2119  0.1668  -0.1001
Si  0.1064  -0.6927  -0.2833
Si  0.1312  -0.0232  -0.0416
Si  -0.1691  0.0103  -0.0556
Si  0.3078  -0.0538  0.2492
Si  -0.1399  0.1045  -0.0567
Si  -0.0011  0.0448  0.1203
Si  0.118  -0.1955  -0.13
Si  -0.1405  0.1619  0.2605
Si  -0.0345  0.0221  0.2255
Si  -0.1405  -0.068  0.0573
Si  -0.1065  -0.1409  0.0838
Si  -0.0303  0.0837  0.0472
Si  -0.1192  0.0062  -0.1325
Si  0.1371  0.2592  0.2308
Si  0.005  -0.3113  0.1773
Si  0.0491  0.097  0.1222
Si  -0.136  0.0666  0.0802
Si  -0.0056  -0.0369  -0.0834
Si  0.2389  0.0885  0.1246
Si  0.213  -0.0591  -0.1829
Si  0.0455  -0.1611  0.1038
Si  0.0097  -0.0554  -0.018
Si  -0.101  -0.3625  -0.3516
Si  -0.1207  0.049  -0.1485
Si  -0.1119  -0.2503  -0.4318
Si  -0.0772  0.4994  -0.0203
Si  -0.0742  0.2271  -0.3286
Si  -0.0852  -0.0672  0.0411
Si  -0.0799  -0.0855  0.0901
Si  0.2317  0.1646  -0.1593
Si  0.1133  0.2599  0.2047
Si  0.5818  0.3079  0.6784
Si  -0.2563  0.0391  0.1605
Si  -0.8528  -0.2246  0.1056
Si  0.3207  -0.1198  0.1481
Si  0.1144  -0.0344  -0.1759
Si  0.4324  0.0739  -0.4811
Si  0.0303  0.33  0.7896
Si  -0.0054  0.0816  0.12
Si  0.0826  -0.0708  0.2475
Si  -0.7654  -0.2176  0.2947
Si  0.5491  0.3664  -0.0427
Si  0.1657  -0.014  0.5205
Si  -0.1549  0.2428  0.3409
Si  0.5154  0.0172  -0.2786
Si  0.2423  0.0212  0.3178
Si  0.4497  -0.1627  0.3533
Si  0.2771  0.5813  0.7884
Si  0.0136  0.0271  0.2967
Si  -0.0154  -0.0707  0.316
Si  -0.1678  -0.0821  0.1715
Si  0.1353  -0.0362  0.0986
Si  -0.4125  0.1809  -0.0988
Si  0.1289  -0.0258  0.4026
Si  -0.2946  -0.6778  0.2007
Si  -0.0893  -0.1725  0.1421
Si  -0.0901  -0.0367  0.4632
Si  0.2069  0.5531  -0.0437
Si  -1.2274  -0.2703  -0.1752
Si  -0.1768  0.2372  -0.0715
Si  0.1562  0.0392  -0.2319
Si  0.0093  0.1124  -0.2191
Si  -0.3915  0.2326  -0.0603
Si  0.1587  -0.1491  0.0051
Si  0.0179  -0.0533  0.3252
Si  0.0358  -0.0469  0.0933
Si  0.0551  0.0121  -0.0719
Si  0.2626  -0.1909  -0.3125
Si  0.1727  -0.1  0.0259
Si  -0.2322  -0.0258  -0.519
Si  -0.1837  0.1664  0.0875
Si  0.0531  -0.0143  -0.0108
Si  0.1151  -0.1026  -0.5592
Si  0.1887  0.0349  -0.2761
Si  0.0625  0.3989  -0.1192
O  -0.0702  -0.2255  -0.0686
O  -0.1601  -0.0538  0.1698
O  0.4679  -0.1174  0.0374
O  0.306  0.0854  -0.4499
O  -0.1199  0.0821  0.2168
O  0.122  0.0687  0.1217
O  -0.2499  0.3285  -0.1203
O  -0.1647  0.4296  0.2202
O  0.0352  -0.0843  -0.2229
O  0.1704  -0.1308  0.0715
O  -0.2363  -0.1259  0.0869
O  0.2165  0.2388  0.3053
O  0.2091  0.2643  -0.3593
O  -0.2989  -0.1446  0.003
O  0.0051  -0.1774  0.226
O  0.9125  0.0837  -0.1572
O  0.138  0.2325  0.0903
O  -0.2798  -0.1067  -0.1708
O  -0.0742  -0.3787  -0.3189
O  -0.1084  -0.2008  -0.5129
O  -0.0358  0.2384  -0.1298
O  -0.1896  0.1407  -0.338
O  -0.3005  0.0106  0.2651
O  0.1204  -0.2307  0.2523
O  -0.3396  -0.3483  -0.1708
O  -0.0839  0.0451  0.2955
O  0.2178  -0.1412  0.1517
O  0.0883  -0.1287  0.2538
O  -0.024  0.0959  0.2427
O  0.0857  0.0963  -0.1303
O  0.3002  -0.0695  -0.1153
O  0.4974  -0.0854  -0.105
O  0.1202  -0.0416  -0.3103
O  -0.3231  -0.1539  0.0157
O  0.2802  -0.1577  -0.1517
O  -0.1389  0.2138  -0.2658
O  -0.127  0.1988  0.0282
O  -0.1601  -0.0821  0.3172
O  -0.1171  -0.0075  -0.33
O  0.1722  -0.2436  0.5034
O  -0.3705  -0.0252  -0.1518
O  -0.1853  -0.1149  -0.0044
O  -0.1989  -0.2193  -0.2603
O  -0.2567  -0.0651  -0.3724
O  0.1812  -0.0646  -0.452
O  0.3535  -0.1779  -0.0683
O  0.285  -0.2469  0.2684
O  -0.1928  0.1342  -0.2286
O  -0.1321  0.2515  0.0538
O  -0.1122  0.3012  0.247
O  -0.0006  0.2321  -0.5151
O  -0.1091  0.1556  0.0476
O  -0.4553  0.0537  -0.2829
O  0.0474  -0.0074  0.0705
O  0.1342  0.0205  -0.1869
O  0.2496  -0.2792  0.1807
O  0.1397  -0.115  0.0556
O  -0.0552  -0.0277  -0.0302
O  -0.1536  0.0958  -0.1435
O  0.0427  0.0538  0.1813
O  0.0296  -0.1768  -0.0875
O  0.1965  -0.1842  0.2542
O  -0.1291  -0.0993  -0.1721
O  0.0376  0.084  -0.2399
O  -0.1934  -0.0903  0.0056
O  0.1084  0.0954  -0.1239
O  0.2461  -0.3913  -0.1069
O  0.0901  -0.0138  0.211
O  0.2191  -0.1181  0.1773
O  0.0717  -0.1166  -0.1752
O  -0.0093  0.1544  0.1462
O  0.1749  0.1392  0.0186
O  -0.0824  -0.1755  -0.0995
O  -0.0009  -0.1095  -0.0176
O  0.1304  0.3219  0.0932
O  0.185  -0.0481  0.0842
O  -0.0328  0.2798  0.0928
O  -0.2174  -0.1523  -0.0308
O  -0.0314  -0.2436  0.0557
